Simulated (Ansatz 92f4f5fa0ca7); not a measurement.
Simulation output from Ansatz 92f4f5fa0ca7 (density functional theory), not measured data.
Periodic cell of 264 atoms, Si152O112, from a study of silicon, its oxide and their interface. The atomic structure is a simulated model.
This geometry differs little from another in the collection (a relaxation step or a small displacement).

Settings: functional r2SCAN; potential files Ansatz PAW; basis plane waves; wave-function cutoff 800 eV; density cutoff ratio 5; exchange-correlation grid ratio 1; k mesh 1 x 1 x 1, shifted by 0.5 0.5 0 of a step; self-consistency stop 1e-10 eV per atom in the density residual; occupations fixed; spin none; net charge 0.

Cell vectors (angstrom)
a  10.887  0  0
b  0  10.887  0
c  0  0  37.8768

Atoms: element, x, y, z (angstrom)
Si  -0.3307  0.258  0.0577
Si  2.5623  2.3079  0.2239
Si  -0.3933  5.7186  -0.1125
Si  2.9664  7.8274  0.332
Si  4.9944  0.156  0.17
Si  8.2408  2.3953  0.0528
Si  5.0452  5.4375  0.1797
Si  8.0173  7.7356  -0.1965
Si  1.1113  1.2331  1.6418
Si  3.793  3.9546  1.413
Si  1.1823  6.7505  1.3608
Si  4.0525  9.4333  1.579
Si  6.6802  1.2764  1.3882
Si  9.4513  4.0451  1.2514
Si  6.6794  6.6377  1.3935
Si  9.3029  9.4186  1.0901
Si  -0.136  2.7734  2.8072
Si  2.6153  -0.0926  2.862
Si  -0.1561  8.1905  2.6251
Si  2.5383  5.3927  2.7669
Si  5.3183  2.6785  2.721
Si  8.0813  -0.1082  2.6613
Si  5.4597  8.0788  2.8257
Si  8.1138  5.3522  2.71
Si  1.2695  4.0601  4.1791
Si  4.0216  1.3148  4.1229
Si  1.2245  9.4453  4.1183
Si  3.9956  6.7434  4.0877
Si  6.7218  4.028  4.0696
Si  9.4071  1.3161  4.0585
Si  6.8074  9.4701  4.137
Si  9.4684  6.7775  4.036
Si  -0.0604  0.0031  5.4431
Si  2.6952  2.7067  5.4785
Si  -0.0571  5.47  5.4689
Si  2.6525  8.1215  5.4494
Si  5.4241  -0.0287  5.456
Si  8.0825  2.6797  5.4424
Si  5.4035  5.4149  5.4395
Si  8.1776  8.1301  5.4714
Si  1.3401  1.3409  6.8074
Si  4.0803  4.0642  6.8274
Si  1.3384  6.7862  6.844
Si  4.0489  9.5005  6.7826
Si  6.773  1.3367  6.836
Si  9.4815  4.067  6.7757
Si  6.7916  6.777  6.7929
Si  9.5265  9.5144  6.8314
Si  0.0059  2.7478  8.1312
Si  2.7436  0.0084  8.1589
Si  0.0331  8.1898  8.199
Si  2.7488  5.4541  8.1747
Si  5.4608  2.7315  8.1968
Si  8.1836  0.0107  8.1769
Si  5.4576  8.1746  8.1269
Si  8.176  5.4424  8.1586
Si  1.3938  4.0839  9.4989
Si  4.1181  1.3589  9.5371
Si  1.4175  9.5547  9.5443
Si  4.1364  6.8303  9.5068
Si  6.8567  4.0928  9.5414
Si  9.5702  1.3943  9.5078
Si  6.8239  9.5253  9.5004
Si  9.5555  6.8063  9.519
Si  0.0712  0.0722  10.8709
Si  2.767  2.7484  10.8679
Si  0.0798  5.4689  10.8608
Si  2.8373  8.2234  10.8798
Si  5.5297  0.022  10.8869
Si  8.2529  2.7534  10.9014
Si  5.5278  5.5047  10.8655
Si  8.2109  8.1991  10.8592
Si  1.4406  1.4082  12.2713
Si  4.1736  4.1234  12.164
Si  1.4712  6.8504  12.1765
Si  4.2041  9.574  12.283
Si  6.9333  1.3532  12.2511
Si  9.6523  4.1076  12.2533
Si  6.8846  6.8636  12.2608
Si  9.5788  9.5976  12.1749
Si  0.1211  2.7702  13.6729
Si  2.8452  0.0731  13.6174
Si  0.1198  8.2813  13.4468
Si  2.8706  5.5151  13.5166
Si  5.5492  2.7642  13.4929
Si  8.3281  0.0292  13.6714
Si  5.6044  8.2667  13.6757
Si  8.3196  5.5218  13.5591
Si  1.5531  4.1676  14.9174
Si  4.2202  1.455  14.9401
Si  1.4509  9.5861  14.8922
Si  4.2192  6.8688  14.9288
Si  6.9955  4.0715  14.811
Si  9.7393  1.3652  15.097
Si  6.9896  9.5774  15.122
Si  9.7116  6.9406  14.8269
Si  0.0683  -0.2099  16.4748
Si  3.1727  3.1075  16.2528
Si  0.4185  5.8145  16.0929
Si  2.5737  8.0155  16.1689
Si  5.8067  0.383  16.2864
Si  8.0646  2.5276  16.2346
Si  5.4623  5.2434  16.0618
Si  8.7222  8.4499  16.3241
Si  -9.813  5.7306  34.9953
Si  -7.5748  9.6895  24.2587
Si  4.8152  6.1863  22.7226
Si  1.7018  -12.8962  21.5566
Si  25.0885  29.9956  31.5368
Si  9.5618  15.2148  18.3178
Si  11.4822  4.2126  20.5886
Si  5.1715  3.473  26.3428
Si  37.6475  -7.5305  21.4785
Si  4.7466  3.1376  29.4574
Si  -4.0593  6.7691  24.7757
Si  10.2842  7.0516  21.4912
Si  13.738  30.1665  26.9886
Si  10.4699  45.2603  21.5858
Si  4.5661  0.7764  35.3092
Si  32.2576  25.6021  25.4501
Si  26.2753  9.3329  18.1235
Si  25.8748  27.1011  31.3549
Si  12.5235  31.3323  29.3676
Si  14.9725  6.1147  25.5598
Si  -15.6022  9.4923  25.0726
Si  27.1448  -22.886  28.0501
Si  1.7734  23.921  25.8589
Si  21.4403  -9.8401  24.3266
Si  3.1688  1.0811  28.4714
Si  18.6361  33.7138  24.7718
Si  7.9145  14.044  26.8527
Si  -4.6889  29.6605  34.9596
Si  18.7592  13.9018  22.4349
Si  5.5519  -0.9238  32.977
Si  2.8973  13.7253  19.3812
Si  7.3248  21.2154  30.4259
Si  17.0079  14.3341  35.8444
Si  21.7776  12.6218  32.9698
Si  -7.9103  -2.9215  35.3901
Si  23.2637  11.9694  35.7111
Si  -1.7243  5.5719  23.7681
Si  22.7103  8.1063  33.364
Si  -2.4887  17.8383  19.1605
Si  -5.1309  17.7534  18.4889
Si  11.9728  22.137  19.5147
Si  21.0882  -0.9952  31.4626
Si  23.0336  4.1863  32.4442
Si  14.8796  18.6098  20.3951
Si  17.5142  5.1352  33.3611
Si  9.2477  25.7411  32.1405
Si  3.9504  23.6919  24.09
Si  -3.2863  2.4658  29.8874
O  -15.2341  3.889  -3.5028
O  11.4367  1.2775  -3.4542
O  8.6035  5.3628  -18.8026
O  5.5515  4.729  -1.204
O  16.4792  8.2343  -20.2548
O  4.7693  -1.9027  -13.4483
O  5.336  15.9281  -5.4965
O  18.6724  12.5286  -11.5893
O  -7.425  13.0514  -8.2277
O  8.6772  -1.295  -6.8958
O  9.7702  20.4943  -21.0615
O  4.0418  28.4557  -0.1547
O  5.6113  28.4041  -12.0225
O  1.9978  8.8133  -3.4826
O  9.2702  6.7293  -0.5648
O  32.92  20.4077  -7.6739
O  1.5347  -0.9111  20.3977
O  13.3346  7.6549  20.7972
O  -6.3496  26.6366  21.8594
O  17.1739  6.1616  23.3761
O  13.9791  -1.9841  17.4553
O  19.5848  14.1006  17.5688
O  8.5812  15.2827  22.8363
O  15.2281  -6.6991  16.5536
O  8.0932  15.881  32.6602
O  6.9116  1.4903  16.775
O  8.4693  7.6428  17.715
O  12.3757  6.9046  16.715
O  -4.1996  14.9071  26.2424
O  -5.8679  -0.1087  17.6577
O  -6.3295  0.262  28.3114
O  46.0474  31.0474  22.9286
O  2.5609  2.6209  24.527
O  4.2195  19.5382  27.8469
O  9.3437  6.8036  22.7714
O  -18.8029  6.8845  26.433
O  2.7531  1.7437  27.061
O  32.4025  8.9833  32.7498
O  10.5418  16.0294  17.3513
O  17.0564  27.4826  17.4704
O  4.7819  18.3718  21.7777
O  4.053  4.5763  26.0272
O  9.637  -8.1226  33.1888
O  21.8888  11.6382  22.805
O  -10.4423  24.8592  21.7422
O  -14.9105  28.8863  19.6428
O  -6.776  6.911  31.068
O  6.1733  -1.0919  26.664
O  10.4739  3.6591  19.4509
O  13.6323  2.7482  17.7803
O  6.3417  32.2799  31.6969
O  33.4604  11.0238  17.9251
O  20.1694  25.6775  26.5087
O  15.3056  2.3657  22.6323
O  22.599  0.8667  25.4515
O  24.409  37.4737  31.8694
O  15.2468  -4.2874  19.2781
O  2.5968  20.2476  25.6985
O  32.396  11.8103  20.1958
O  0.2221  16.5838  21.1117
O  21.3137  11.409  32.0069
O  23.681  32.8487  28.9107
O  -1.9901  23.8104  21.6831
O  -8.6277  23.2016  19.8339
O  7.1058  18.9118  36.3315
O  4.2628  19.9712  32.526
O  6.5646  17.3826  34.2322
O  15.935  13.9312  27.8882
O  -6.4995  -18.8208  20.0293
O  22.6889  3.4494  26.2948
O  21.5791  -17.0471  31.864
O  24.7347  22.3444  35.2779
O  12.6861  -30.2375  36.6352
O  17.4272  9.0769  33.9201
O  34.2953  19.479  28.0606
O  20.2986  23.12  37.4539
O  4.3726  37.284  29.9391
O  5.0058  24.0462  25.2787
O  -10.2201  10.9099  36.655
O  14.5223  22.1307  24.1384
O  -8.3141  -2.3008  36.8281
O  10.5438  5.1464  24.5271
O  12.0938  24.3461  32.2489
O  7.2275  30.1051  24.7414
O  6.4573  -1.3204  29.2652
O  22.0231  6.8665  34.1641
O  18.3155  2.2858  23.7963
O  -13.5739  5.9811  25.0048
O  -1.449  18.4562  20.2157
O  8.6403  3.2296  30.8494
O  -4.837  13.5817  30.3132
O  11.1792  8.2808  21.9974
O  -6.5141  9.1758  19.7417
O  2.0898  15.01  19.9814
O  25.5367  6.2511  23.973
O  12.1524  4.4437  34.0585
O  6.6056  43.5381  24.4089
O  16.1492  -0.1802  36.4582
O  15.8767  -8.5841  35.6795
O  7.4511  2.9136  36.6041
O  -3.032  13.973  28.4473
O  17.484  3.2627  21.4787
O  -0.7097  2.6231  24.4147
O  13.773  20.0568  30.3246
O  -1.7181  0.2693  24.5983
O  18.7339  11.7591  29.8966
O  1.9421  7.6385  32.1885
O  15.4724  -2.8843  35.2089
O  11.2113  -5.5981  36.3636
O  15.986  0.3574  33.8549
O  3.7728  12.1168  37.9387
O  2.5239  6.397  35.3138

Results
free energy: -161105.595 eV
free energy less fixed offsets of O -570.45, Si -639.56 eV per atom: -2.075 eV

Forces (eV/angstrom), in the order of the atoms: element, x, y, z
Si  -0.03  -0.0039  0.0958
Si  0.0073  0.0122  0.1
Si  -0.0284  0.0076  0.13
Si  0.0027  -0.0158  0.1044
Si  0.0067  0.0021  0.1132
Si  0.0204  -0.0104  0.0954
Si  -0.0051  0.0077  0.0972
Si  0.0389  0.0018  0.1242
Si  -0.0025  0.0007  -0.0044
Si  -0.0004  0.0025  -0.0028
Si  -0.0028  0.0006  -0.0085
Si  0.0025  -0.0015  -0.0044
Si  0.0006  -0.0009  -0.0079
Si  -0.0014  -0.0005  -0.0062
Si  0.0019  -0.0046  -0.0082
Si  0.0004  -0.0004  -0.0058
Si  0.0004  -0.0014  -0.0008
Si  0.0009  0.0004  0.0018
Si  -0.003  -0.0029  -0.0012
Si  0.0008  -0.0016  0.0016
Si  -0.0007  -0.0016  -0.0006
Si  0.0003  -0.0016  0.0008
Si  -0.0003  -0.0006  -0.0002
Si  0.0026  0.0012  -0.0011
Si  -0.0009  -0.0004  0.0013
Si  0.0004  0.0002  -0.0004
Si  0.001  -0.0017  -0.0008
Si  -0.0002  -0.0009  0.0007
Si  0  -0.0004  0.0004
Si  0  0.0011  0
Si  0.0007  -0.0006  -0.0009
Si  -0.0002  -0.0004  -0.0009
Si  -0.0012  -0.0012  -0.0014
Si  0.0013  -0.0009  -0.0003
Si  0.0011  -0.0008  -0.0012
Si  0.0001  -0.0014  -0.0013
Si  -0.0003  0.0009  -0.0013
Si  -0.0008  -0.0019  -0.0012
Si  -0.0009  -0.0003  -0.0009
Si  0.0001  0.0004  -0.0007
Si  0.0001  -0.0006  -0.0013
Si  -0.0003  -0.0007  -0.0007
Si  0  -0.0008  -0.0012
Si  0.0007  -0.0009  -0.0018
Si  0.0006  -0.0005  -0.0005
Si  0.0004  -0.001  -0.002
Si  -0.0001  -0.0008  -0.0013
Si  0.0005  -0.0007  -0.001
Si  -0.0001  -0.0009  -0.0008
Si  -0.0002  -0.0012  -0.0009
Si  -0.0003  -0.001  -0.0015
Si  0.0002  -0.0013  -0.0013
Si  -0.0001  -0.0014  -0.0013
Si  -0.0003  -0.0016  -0.0012
Si  -0.0004  -0.0011  -0.0009
Si  0  -0.0014  -0.0013
Si  0.0001  -0.0013  -0.0004
Si  0.0002  -0.0013  -0.0001
Si  0.0007  -0.0002  -0.0005
Si  0.0004  -0.0004  -0.0005
Si  0.0005  -0.0009  -0.0005
Si  0.0004  0.0001  -0.0007
Si  0.0002  -0.0012  0
Si  0.0002  -0.0013  0
Si  0.0001  -0.0007  -0.0019
Si  -0.0003  -0.0011  -0.0009
Si  -0.0008  -0.0014  -0.0012
Si  -0.0001  -0.0005  -0.0022
Si  -0.0006  -0.0017  -0.0015
Si  0.0008  -0.001  -0.0013
Si  0  0.0002  -0.0016
Si  -0.0001  0  -0.0014
Si  -0.001  0.0017  -0.0007
Si  -0.0019  -0.0001  0.0005
Si  0.001  -0.0023  -0.0008
Si  0.0008  -0.0001  -0.0014
Si  0.0012  -0.0026  0.0003
Si  0.0013  -0.0019  -0.0003
Si  -0.0012  0.0005  -0.0002
Si  -0.0005  -0.0002  -0.0003
Si  -0.0012  -0.0004  0.0027
Si  0.0001  -0.0019  0.0004
Si  0.0005  -0.0002  -0.0006
Si  0  -0.0004  -0.0012
Si  0  -0.001  0.0015
Si  -0.0004  0.0002  0.0012
Si  0.0002  -0.0013  0.0023
Si  0.0006  -0.0004  0.0007
Si  0.0013  -0.0015  -0.005
Si  -0.0016  0.001  -0.0067
Si  -0.0021  0.0008  -0.0034
Si  -0.0011  -0.0026  -0.0037
Si  -0.0022  -0.002  -0.0033
Si  0.002  -0.0053  -0.0041
Si  -0.0023  -0.0018  -0.0015
Si  -0.001  -0.0013  -0.0058
Si  0.0314  0.0113  0.1365
Si  -0.0082  -0.0062  0.1361
Si  -0.0187  -0.0181  0.0947
Si  0.0112  0.0188  0.0914
Si  -0.0192  -0.0068  0.0926
Si  0.0163  0.0195  0.1017
Si  0.0117  0.0069  0.1025
Si  -0.0022  -0.0285  0.1199
Si  -0.0145  0.0042  0.2591
Si  0.0498  0.0165  0.2985
Si  0.0105  -0.0278  0.2846
Si  0.032  0.0067  0.2687
Si  0.0017  -0.0333  0.2691
Si  0.0139  -0.0049  0.2365
Si  -0.0014  0.0095  0.2257
Si  0.0135  -0.0077  0.2807
Si  0.0275  -0.0063  0.2687
Si  -0.0017  0.0814  0.2922
Si  -0.0272  0.0387  0.2002
Si  -0.0015  -0.0071  0.2527
Si  -0.0256  0.0233  0.309
Si  -0.0464  -0.0171  0.2645
Si  -0.0082  0.0181  0.2483
Si  -0.0062  -0.0178  0.2272
Si  0.0032  -0.0377  0.2119
Si  -0.0052  0.0235  0.2694
Si  -0.0284  -0.0209  0.316
Si  -0.0323  -0.0178  0.2484
Si  -0.0043  0.0335  0.2311
Si  0.0199  0.0185  0.3104
Si  0.0648  -0.0141  0.24
Si  -0.0064  0.0192  0.2446
Si  -0.0008  -0.0366  0.2766
Si  -0.0271  -0.0213  0.2194
Si  -0.0342  0.0059  0.3124
Si  0.02  0.0039  0.2603
Si  -0.0045  -0.0063  0.2326
Si  -0.005  0.0047  0.3048
Si  0.0388  0.0221  0.2554
Si  0.0249  -0.0024  0.2925
Si  0.0111  -0.0005  0.2411
Si  0.0518  -0.0005  0.2523
Si  0.0107  0.0016  0.229
Si  0.0223  0.0026  0.2578
Si  0.0018  -0.0427  0.2468
Si  0.0278  -0.0358  0.2545
Si  0.0366  -0.0076  0.2404
Si  -0.0335  0.0034  0.2088
Si  -0.0092  -0.003  0.2793
Si  0.0157  0.0237  0.2667
Si  -0.0222  -0.0042  0.2191
Si  -0.0326  -0.0344  0.2802
Si  0.0089  0.0024  0.2687
Si  0.0307  0.0523  0.2329
Si  -0.0132  -0.0119  0.2678
Si  0.0527  -0.0179  0.3111
O  0.0219  0.0582  -0.1701
O  -0.068  0.0293  -0.1943
O  0.0055  -0.0163  -0.0928
O  0.0287  -0.0451  -0.1251
O  0.0056  0.0233  -0.0883
O  -0.0277  -0.0094  -0.0971
O  -0.0863  -0.0023  -0.1529
O  0.0081  -0.0501  -0.148
O  -0.008  -0.0381  -0.1205
O  -0.0437  0.008  -0.0968
O  -0.0051  0.0015  -0.0566
O  -0.0043  0.0101  -0.0593
O  0.0361  0.0005  -0.1022
O  -0.0553  0.0041  -0.1321
O  0.0018  -0.0045  -0.0562
O  0.0775  -0.0077  -0.1574
O  -0.0127  0.0615  -0.1395
O  0.0317  -0.0118  -0.1007
O  -0.0038  -0.0338  -0.1071
O  -0.0377  -0.0217  -0.1336
O  -0.04  -0.029  -0.1112
O  -0.0363  -0.0466  -0.1172
O  -0.0116  -0.0266  -0.102
O  0.0019  0.0001  -0.0618
O  0.0514  -0.0326  -0.1024
O  -0.0023  -0.0081  -0.045
O  0.0073  0.0533  -0.1679
O  -0.0003  -0.0004  -0.053
O  -0.0013  0.0124  -0.0983
O  0.0325  0.0372  -0.1032
O  0.007  -0.0118  -0.0953
O  -0.0788  -0.0421  -0.2099
O  0.0262  0.0046  -0.1127
O  -0.0221  -0.0173  -0.1249
O  0.0428  0.049  -0.1561
O  0.0351  -0.0513  -0.12
O  -0.0627  0.0541  -0.2015
O  -0.0409  0.0493  -0.1327
O  0.0464  0.0423  -0.1299
O  -0.0089  -0.0398  -0.1271
O  -0.022  0.0563  -0.1726
O  -0.01  0.0447  -0.0966
O  -0.0198  0.0212  -0.0956
O  0.0053  0.0158  -0.186
O  0.0209  0.04  -0.1123
O  -0.005  0  -0.0948
O  0.0049  -0.0032  -0.0916
O  0.0358  -0.0207  -0.219
O  -0.056  0.0077  -0.1505
O  0.0041  0.0036  -0.2058
O  0.0719  0.0204  -0.1966
O  -0.0451  -0.0262  -0.2085
O  0.0622  0.0158  -0.1249
O  0.0352  0.0573  -0.188
O  -0.0499  -0.0131  -0.111
O  0.0685  0.0162  -0.0988
O  0.0449  -0.0111  -0.1283
O  0.0113  0.044  -0.1966
O  0.0416  -0.0374  -0.1439
O  0.0146  -0.0341  -0.0925
O  -0.0267  -0.0634  -0.1174
O  0.0367  0.0545  -0.1138
O  0.0495  -0.0146  -0.1012
O  0.0041  0.0028  -0.0882
O  -0.0782  0.004  -0.1792
O  -0.0482  -0.0329  -0.1242
O  0.007  -0.0636  -0.1187
O  0.0241  0.0165  -0.2419
O  -0.067  -0.0211  -0.1567
O  -0.0262  0.0049  -0.0887
O  -0.0234  0.001  -0.0771
O  0.0142  -0.0095  -0.0779
O  -0.0247  -0.0291  -0.1312
O  -0.0156  0.0518  -0.1405
O  0.0512  -0.0438  -0.1812
O  0.005  0.002  -0.0513
O  0.0249  -0.0867  -0.1654
O  -0.0329  -0.0454  -0.147
O  0.0502  0.0211  -0.1289
O  -0.0026  0.004  -0.0844
O  0.003  -0.0007  -0.156
O  -0.0267  0.0494  -0.1165
O  0.0118  0.0116  -0.0838
O  0.0161  -0.0344  -0.0747
O  -0.0824  -0.0195  -0.1866
O  -0.004  0.047  -0.1127
O  0.0075  0.0602  -0.1553
O  0.0299  -0.0109  -0.0977
O  -0.0673  -0.0017  -0.1562
O  -0.0802  -0.064  -0.1809
O  -0.0232  -0.0011  -0.1091
O  -0.0045  -0.0084  -0.082
O  0.0229  0.0413  -0.1466
O  0.0224  -0.0219  -0.0926
O  0.0198  0.0055  -0.1911
O  0.0035  -0.0442  -0.1607
O  0.0156  0.0172  -0.0794
O  -0.017  0.0126  -0.1511
O  -0.0093  -0.0162  -0.0772
O  -0.0538  0.0296  -0.1177
O  0.0179  0.0383  -0.25
O  -0.0348  0.0101  -0.096
O  -0.0072  -0.0401  -0.1105
O  -0.048  0.0617  -0.1823
O  0.0347  0.0018  -0.0794
O  -0.0073  0.0446  -0.0994
O  0.0611  0.0124  -0.1407
O  0.0181  0.0012  -0.0807
O  0.0595  0.003  -0.1825
O  0.0366  -0.0569  -0.1624
O  0.0061  -0.0117  -0.062
O  -0.0139  -0.0059  -0.0863

The program warned: the cutoff lies below the one the program advises for these potential files; the forces do not sum to zero within the program's tolerance; empty levels may hold ghost states of the PAW files; the exchange-correlation potential is rough where the density is thin.
